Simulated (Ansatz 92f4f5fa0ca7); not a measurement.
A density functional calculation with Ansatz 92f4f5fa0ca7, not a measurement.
Periodic cell of 237 atoms, Si146O90B1, from a study of silicon, its oxide and their interface. The atomic structure is a simulated model.
Doubt: the cutoff is low for norm-conserving oxygen, so forces and energies are approximate.
Doubt: the program's own warning below bears on the result.

Settings
functional: HSE06
potential files: SPMS norm-conserving
basis: plane waves
wave-function cutoff: 800 eV
density cutoff ratio: 4
exchange-correlation grid ratio: 1
k mesh: 1 x 1 x 1, Gamma-centred
occupations: fixed
spin: none
net charge: -1 e, with a uniform compensating background and no finite-size correction

Cell vectors (angstrom)
a  11.6015  0  0
b  0  10.938  0
c  0  0  32.0622

Atoms: element, x, y, z (angstrom)
Si  -0.1856  -0.1068  23.2724
Si  3.6984  0.2751  23.1265
Si  7.4356  -0.1267  23.4186
Si  1.6777  1.3931  23.4194
Si  5.7227  1.5122  23.3054
Si  9.4191  1.1488  23.2985
Si  0.1475  5.4083  23.4332
Si  4.3478  5.4922  23.4271
Si  7.838  5.6118  23.7119
Si  2.2449  6.6086  23.3385
B  6.0852  6.678  23.5089
Si  9.8592  6.8359  23.6912
Si  1.9261  2.7267  25.3611
Si  5.8185  2.7154  25.3474
Si  9.6616  2.6241  25.2277
Si  11.5925  4.0364  25.3444
Si  3.9125  4.0702  25.296
Si  7.787  4.0208  25.4123
Si  2.0025  8.1738  25.1581
Si  5.8254  8.0043  25.1233
Si  9.7254  8.2729  25.4953
Si  11.6595  9.5599  25.2812
Si  3.9403  9.548  25.0156
Si  7.6717  9.4674  25.3542
Si  11.6759  -0.007  27.2124
Si  3.9161  -0.0746  27.0725
Si  7.7601  -0.0465  27.2345
Si  2.0115  1.328  27.2444
Si  5.83  1.3012  27.2179
Si  9.7091  1.3036  27.1877
Si  11.5947  5.4728  27.2248
Si  3.8572  5.4447  27.2203
Si  7.7266  5.4545  27.2839
Si  1.9435  6.834  27.1456
Si  5.7802  6.8107  27.1753
Si  9.6602  6.8193  27.3349
Si  1.9653  2.7183  29.1655
Si  5.8086  2.7169  29.1291
Si  9.6895  2.7166  29.1173
Si  0.0264  4.086  29.1405
Si  3.881  4.0957  29.161
Si  7.7472  4.0821  29.1914
Si  1.9503  8.1837  29.104
Si  5.8112  8.1756  29.1161
Si  9.6866  8.2007  29.235
Si  0.0266  9.5578  29.1509
Si  3.8845  9.5505  29.0725
Si  7.7441  9.5466  29.1762
Si  0.015  0.0019  31.0864
Si  3.8735  -0.0044  31.034
Si  7.7394  0.0055  31.0894
Si  1.9457  1.3682  31.102
Si  5.8045  1.3674  31.0638
Si  9.6789  1.3629  31.0702
Si  0.0219  5.461  31.0757
Si  3.8861  5.4734  31.0891
Si  7.7525  5.4645  31.1211
Si  1.9516  6.8344  31.0537
Si  5.8182  6.8357  31.072
Si  9.6918  6.8259  31.1502
Si  1.946  2.7508  0.9749
Si  5.8079  2.747  0.9279
Si  9.6767  2.7341  0.9522
Si  0.0008  4.1065  0.9469
Si  3.8798  4.1196  0.9695
Si  7.7497  4.1114  0.9967
Si  1.9426  8.2121  0.9283
Si  5.8099  8.2242  0.9351
Si  9.681  8.2203  1.008
Si  0.0117  9.5904  0.9761
Si  3.872  9.5893  0.9352
Si  7.749  9.581  0.9663
Si  11.623  0.0355  2.9157
Si  3.8681  0.023  2.8932
Si  7.753  0.0214  2.8914
Si  1.9476  1.405  2.9201
Si  5.8244  1.3673  2.8333
Si  9.6726  1.3867  2.9065
Si  11.5774  5.5028  2.8571
Si  3.8902  5.5006  2.902
Si  7.7474  5.5148  2.9218
Si  1.925  6.826  2.8472
Si  5.8216  6.8673  2.8679
Si  9.6723  6.9011  2.9717
Si  1.924  2.8363  4.8206
Si  5.8478  2.7196  4.7492
Si  9.6068  2.7957  4.8223
Si  11.5502  4.1364  4.7702
Si  3.9323  4.0988  4.814
Si  7.726  4.2057  4.8874
Si  1.9011  8.1516  4.7905
Si  5.8198  8.2632  4.7738
Si  9.6751  8.3233  4.9107
Si  11.6462  9.6583  4.8854
Si  3.8299  9.4926  4.7706
Si  7.7353  9.6785  4.8824
Si  11.6073  0.2363  6.7746
Si  3.7595  -0.0509  6.6384
Si  7.7224  0.0453  6.9113
Si  2.0611  1.5127  6.7589
Si  5.7239  1.2705  6.6272
Si  9.6518  1.5209  6.8196
Si  11.5372  5.502  6.6854
Si  3.9966  5.429  6.7764
Si  7.7478  5.6739  6.8283
Si  1.99  6.6413  6.6354
Si  5.8222  6.9786  6.7326
Si  9.7656  7.0429  6.9103
O  10.0059  7.9726  8.3053
O  7.6703  9.9236  8.23
O  7.3987  4.7606  8.1833
O  3.3653  10.3306  8.1839
O  2.0547  7.5386  8.0216
O  4.0236  4.5842  8.2371
O  9.7783  2.4595  8.2065
O  2.6373  2.3338  8.13
O  11.4069  4.5741  8.0595
O  5.3829  2.3504  7.8413
O  5.8215  7.9735  8.0833
O  11.3142  10.3259  8.1612
O  11.3873  9.9219  21.8455
O  3.4215  10.9692  21.4764
O  6.3545  7.2778  22.209
O  4.3386  4.5856  21.9912
O  7.1724  9.8453  22.0765
O  9.8473  7.8172  22.3372
O  1.6244  2.4453  22.1295
O  5.9689  2.4927  21.9603
O  8.2688  4.8115  22.2934
O  -0.1162  4.4711  22.0595
O  2.4508  7.3818  21.8718
O  9.1884  1.9039  21.8376
Si  1.9276  7.7793  9.5994
Si  5.0942  0.5126  17.7603
Si  2.5036  5.4352  14.0056
Si  10.5595  3.888  14.0332
Si  8.254  2.4099  15.2194
Si  9.622  2.358  20.3437
Si  10.518  3.6536  9.0567
Si  0.0304  2.327  11.5584
Si  11.0715  8.1384  15.4006
Si  5.162  6.9262  14.0472
Si  5.7852  2.6114  11.1177
Si  8.4977  7.7852  19.4232
Si  8.0948  4.9399  20.6928
Si  5.9774  9.6053  15.2178
Si  1.8737  7.631  20.3743
Si  1.9507  4.9667  18.8121
Si  4.4617  3.366  18.1191
Si  8.5744  8.9939  16.8376
Si  0.8541  9.4914  13.2941
Si  9.9242  10.6557  11.7279
Si  5.3727  3.7345  21.0594
Si  0.6094  5.4907  16.2649
Si  10.793  9.1512  9.1441
Si  6.3789  8.6182  21.3322
Si  7.119  7.1085  11.5151
Si  2.6798  0.7429  12.1916
Si  10.7037  8.5782  21.1877
Si  5.9765  4.27  15.6868
Si  7.0863  0.4768  12.9597
Si  4.0811  2.9813  8.5962
Si  0.8865  6.7589  11.8919
Si  6.5658  9.0432  9.0749
Si  0.6906  3.3566  21.172
Si  9.8134  6.5512  12.892
Si  7.7359  4.5459  9.7583
Si  3.7617  9.926  20.2666
Si  4.2805  3.0338  13.518
Si  3.8513  10.0133  9.7124
Si  8.1076  0.8619  18.0245
O  11.5082  3.2595  12.8782
O  9.3619  4.4855  9.8727
O  8.9694  3.7843  19.9623
O  4.2964  -0.3358  18.8868
O  11.3221  4.522  15.3162
O  9.8747  9.7888  10.3376
O  3.7735  1.5415  13.104
O  0.7024  9.0559  14.8569
O  6.5263  1.0175  18.3876
O  4.6798  3.1194  19.7141
O  6.2645  1.1548  11.7108
O  0.5582  8.6293  9.8543
O  5.6371  4.1741  17.284
O  8.4614  7.254  12.3974
O  4.4312  2.6682  10.1697
O  2.0954  5.57  15.5732
O  3.365  0.0795  10.8802
O  5.9131  7.1676  12.6098
O  2.3014  6.4892  19.2853
O  0.6798  4.9261  17.7823
O  8.4287  10.6842  12.3759
O  5.4699  10.0837  9.675
O  0.2548  7.6448  20.5089
O  9.7341  2.6326  14.6227
O  2.0268  10.5984  13.2091
O  10.0263  9.1219  16.1315
O  6.1517  10.3402  13.7612
O  7.4384  1.602  14.0751
O  1.6767  4.0854  20.1269
O  5.8005  5.7475  14.9998
O  7.4305  9.0256  15.6865
O  1.5038  1.6765  11.603
O  7.1511  8.2879  10.3912
O  4.246  1.8783  17.4453
O  7.0694  3.1628  10.2884
O  11.6001  6.9928  16.4126
O  8.3954  10.2316  17.8394
O  3.2748  8.5383  10.1013
O  7.5347  3.8479  15.4768
O  3.1596  4.3123  17.9558
O  2.9467  3.9381  13.5932
O  1.3503  8.2243  12.4185
O  1.2005  5.7121  13.0824
O  5.0497  8.2986  14.9216
O  11.2509  2.4395  20.3078
O  11.0006  10.012  12.7674
O  5.3664  3.5488  12.3982
O  5.0174  3.1497  14.9601
O  6.5103  4.7116  20.4039
O  8.403  1.6064  16.6113
O  10.4081  1.2504  11.4596
O  10.8814  6.6428  11.6537
O  2.4441  9.0617  19.8406
O  1.7276  6.4375  10.5242
O  7.0599  8.3734  19.8756
O  8.5132  7.6661  17.7842
O  3.6504  6.5084  13.6399
O  9.575  5.0043  13.3483
O  4.8455  8.9476  20.9474
O  10.3467  7.4065  14.15
O  8.6813  6.3002  20.0353
O  7.1038  5.707  10.696
O  5.327  10.5679  16.3807
O  9.0935  1.3276  19.2091
O  11.5825  3.1586  10.1685
O  9.6592  8.8177  19.9576

Results
free energy: -56928.727 eV
free energy less fixed offsets of B -77.42, O -447.96, Si -113.29 eV per atom: 5.433 eV
gap between the highest filled and lowest empty level on this k mesh: 1.065 eV

The program warned: the cutoff lies below the one the program advises for these potential files; the model core charge is not resolved on the grid; the forces do not sum to zero within the program's tolerance; the exchange-correlation potential is rough where the density is thin.
